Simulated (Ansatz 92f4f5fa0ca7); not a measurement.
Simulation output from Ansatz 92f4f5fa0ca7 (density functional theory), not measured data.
Periodic cell of 223 atoms, Si132O90As1, from a study of silicon, its oxide and their interface. The atomic structure is a simulated model.
Doubt: the cutoff is far below the 930 eV that the study's wrapper takes by default for these files, so forces and energies are approximate.

Settings
functional: PBE
potential files: Ansatz PAW
basis: plane waves
wave-function cutoff: 580 eV
density cutoff ratio: 5
exchange-correlation grid ratio: 1
k mesh: 1 x 1 x 1, Gamma-centred
self-consistency stop: 5e-08 eV per atom in the density residual
occupations: fixed
spin: none
net charge: +1 e, with a uniform compensating background and no finite-size correction

Cell vectors (angstrom)
a  10.938  0  0
b  0  10.938  0
c  0  0  32.1988

Atoms and the computed forces on them: element, x, y, z (angstrom), force x, y, z (eV/angstrom)
Si  10.6008  0.2338  24.8625  -0.0046  -0.0062  -0.0229
Si  5.747  10.697  24.7289  0.0009  0.0052  -0.0284
Si  2.4971  2.9234  24.6282  0.0087  -0.0034  -0.0318
Si  8.4353  2.4816  24.8184  -0.0076  0.0018  -0.0225
Si  0.2852  5.1795  24.7553  -0.0052  0.0019  -0.0272
Si  5.1673  5.7591  24.6906  0.0007  -0.0091  -0.0264
Si  2.944  8.0259  24.5953  -0.0074  -0.0003  -0.0345
Si  7.9557  8.4448  24.7195  0.0044  -0.0022  -0.021
Si  1.3464  1.4004  26.0379  0.0093  -0.0013  0.0386
Si  6.8579  1.3275  26.1208  -0.003  0.0057  0.039
Si  4.0578  4.1205  25.9942  0.0056  -0.0023  0.0401
Si  9.6217  4.076  26.0914  -0.0073  0.0059  0.0394
Si  1.411  6.8471  26.0058  -0.0007  0.0079  0.0393
Si  6.7859  6.8699  26.0292  0.0102  -0.005  0.0357
Si  4.118  9.5566  26.0012  -0.0065  0.0045  0.0386
Si  9.4774  9.5845  26.1515  0.0021  -0.0037  0.0396
Si  2.7577  0.0272  27.3451  -0.0005  0.002  -0.022
Si  8.1817  0.0071  27.5567  -0.0009  -0.0022  -0.012
Si  0.0355  2.744  27.4868  0.0003  -0.002  -0.0096
Si  5.4691  2.7768  27.3661  -0.0015  -0.0033  -0.0229
Si  2.7513  5.4937  27.4293  0.0004  -0.0015  -0.0195
Si  8.2149  5.5037  27.3565  0.0018  -0.0004  -0.0221
Si  0.0211  8.2167  27.3766  -0.0057  -0.0013  -0.0216
Si  5.4657  8.2292  27.4448  -0.0028  -0.0005  -0.0125
Si  4.1096  1.4035  28.7544  0.0056  0.003  0.0252
Si  9.6037  1.3873  28.8563  -0.0031  -0.0012  0.009
Si  1.3921  4.1414  28.8261  0.0041  -0.0028  0.015
Si  6.8585  4.1395  28.7522  0.0017  -0.0015  0.0259
Si  4.1236  6.8527  28.8128  -0.0039  0.0039  0.0167
Si  9.5841  6.8616  28.7614  0.0045  0.0052  0.0221
Si  1.3976  9.6064  28.7475  -0.0019  -0.0028  0.0296
Si  6.8092  9.5754  28.8721  0.0137  0.0026  0.007
Si  0.059  0.0248  30.173  0.0033  0.0016  -0.0152
Si  5.4638  0.0565  30.1699  -0.0078  0.0025  -0.0133
Si  2.7733  2.7719  30.1626  -0.0033  -0.0031  -0.0148
Si  8.2315  2.7946  30.1524  0  -0.0027  -0.016
Si  0.0162  5.5163  30.1526  -0.0057  -0.0026  -0.0146
Si  5.5192  5.5053  30.1588  0.0014  0.0011  -0.0131
Si  2.7635  8.2574  30.1364  0.0042  -0.003  -0.0184
Si  8.2403  8.2236  30.1728  -0.0002  -0.0015  -0.0152
Si  1.415  1.4098  31.5579  0.0046  0.0034  0.0118
Si  6.8687  1.4221  31.5184  0.0047  0.0054  0.0119
Si  4.1497  4.1451  31.5355  0.0013  -0.0014  0.0106
Si  9.6042  4.151  31.5418  0.0052  0.0104  0.0092
Si  1.3941  6.9013  31.5063  -0.004  0.0038  0.0083
Si  6.8832  6.8664  31.5635  0.0028  0.0035  0.015
Si  4.1212  9.616  31.5467  0.0016  -0.0026  0.0176
Si  9.6183  9.6033  31.5404  0.0018  -0.0027  0.0137
Si  2.7827  0.047  0.7289  -0.0005  -0.0041  -0.0095
Si  8.2503  0.0642  0.6783  -0.0061  0.0015  -0.0019
Si  0.0425  2.7944  0.7178  -0.0188  -0.0088  -0.0105
Si  5.5317  2.7905  0.6981  -0.0033  -0.0012  -0.0053
Si  2.7866  5.5629  0.6636  0.0061  -0.0016  -0.0083
Si  8.2689  5.5165  0.73  -0.0038  -0.0052  -0.0158
Si  0.0578  8.2498  0.7061  0.003  -0.0003  -0.0181
Si  5.5274  8.2751  0.7143  -0.0069  -0.0055  -0.0211
Si  4.1861  1.4189  2.0787  0.0044  0.0009  0.0184
Si  9.6116  1.4053  2.0916  0.0448  0.0186  0.0169
Si  1.4223  4.2213  2.0504  -0.0188  0.0067  0.0061
Si  6.9016  4.1409  2.0952  0.009  -0.0106  0.0275
Si  4.1502  6.9063  2.0859  0.0064  0.0141  0.018
Si  9.632  6.9072  2.1001  -0.0065  0.0055  0.0286
Si  1.4134  9.6164  2.1001  -0.0011  0.0044  0.0325
Si  6.9164  9.6483  2.0945  -0.0054  -0.0233  0.0107
Si  0.002  -0.0055  3.449  -0.0538  0.0007  -0.0368
Si  5.5733  0.0886  3.4829  -0.0033  0.006  -0.0098
Si  2.8383  2.8703  3.3433  0.007  -0.0231  -0.0083
Si  8.2509  2.765  3.4793  -0.0215  0.0162  -0.0263
Si  0.0886  5.5835  3.4733  0.0106  -0.0018  -0.031
Si  5.5515  5.5448  3.4209  -0.0039  0.0078  -0.0511
Si  2.8086  8.2853  3.4789  0.0025  -0.0304  -0.0364
Si  8.319  8.321  3.4559  -0.0114  0.023  -0.0432
Si  1.4195  1.4958  4.6133  -0.0295  0.0209  0.0178
Si  6.9356  1.402  4.9592  0.0318  -0.0081  0.0214
Si  4.2338  4.1396  4.8046  0.0352  -0.0324  0.007
Si  9.6216  4.1904  4.7976  0.0141  -0.0174  0.0052
Si  1.4701  6.9328  4.9002  -0.0707  0.0835  0.0095
Si  6.9106  6.9572  4.7742  -0.0174  -0.011  0.0242
Si  4.1971  9.6656  4.8577  0.0071  0.0148  -0.0078
Si  9.7485  9.4966  4.9732  -0.0209  0.0523  -0.0276
Si  2.8562  0.2901  5.9891  0.0195  0.0074  -0.07
Si  8.3131  -0.0273  6.2834  -0.051  0.0077  -0.0742
Si  0.0783  2.7858  6.0392  0.0176  0.0053  -0.0728
Si  5.5698  2.82  6.2938  0.001  -0.0031  -0.0702
Si  2.9058  5.5394  6.1337  -0.0381  0.0482  -0.0362
Si  8.2601  5.5773  6.1216  -0.0377  -0.0159  -0.0786
Si  0.3449  8.1834  6.5951  -0.1035  -0.1287  -0.2291
Si  5.5859  8.3011  6.2197  -0.0184  0.0026  -0.0352
Si  3.912  1.6949  7.5991  -0.0201  0.0026  0.0734
Si  9.8693  1.2924  7.493  0.0422  -0.0403  0.0481
Si  1.6913  3.9226  7.3201  -0.0462  -0.0234  0.0754
Si  6.7079  4.5094  7.5469  -0.0004  0.0078  0.0542
Si  4.4368  6.7121  7.53  0.0894  -0.0853  -0.074
Si  9.4636  7.0071  7.5622  -0.17  0.32  0.1606
Si  1.3084  10.2219  7.3769  -0.1826  0.2643  -0.1693
Si  7.1937  9.2911  7.7012  0.2191  -0.1088  0.3313
O  8.3735  8.1809  7.9601  -0.0524  -0.1188  -0.1663
O  2.7883  2.8542  7.9345  0.0285  -0.0413  0.0268
O  9.5407  1.3694  24.2824  0.0026  0.0019  -0.0295
O  4.0683  6.8847  24.148  -0.0012  0.0061  -0.0232
O  0.1531  0.2927  7.9991  0.0029  -0.0024  0.0297
O  5.5743  5.6182  8.0275  -0.0195  0.0335  0.0167
O  6.8691  9.5896  24.2109  0.0007  -0.0021  -0.0229
O  1.3912  4.0795  24.1846  0.0007  -0.0044  -0.0227
O  3.8181  7.4624  8.872  -0.4154  0.0906  -0.0007
O  0.7643  4.4844  8.5198  0.0008  0.0058  0.0706
O  9.8044  6.2302  8.986  0.0066  0.1591  -0.0926
O  2.3732  9.8288  8.5783  -0.0347  -0.4466  0.175
O  7.4621  3.994  8.9079  -0.0299  0.0222  0.0006
O  4.3197  0.9839  9.0213  -0.0197  0.0186  -0.0101
O  6.6603  9.5721  9.2301  0.1124  -0.0902  -0.1398
O  9.1885  1.9882  8.8062  0.0132  -0.0194  0.0172
O  7.7026  3.1561  23.5232  0.0173  -0.0136  -0.0135
O  10.4802  5.8334  23.4592  0.0142  -0.0166  -0.0103
O  5.0854  0.4341  23.3959  0.0141  -0.0156  -0.0075
O  5.8581  5.0813  23.3699  -0.0134  0.0177  -0.0145
O  3.1073  2.2005  23.2723  -0.0185  0.0167  -0.0082
O  2.3001  8.7266  23.2338  0.0241  -0.0167  -0.008
O  8.6164  7.7434  23.388  -0.0169  0.016  -0.0115
O  0.2369  10.3164  23.6093  -0.0078  0.0148  -0.01
Si  4.382  1.5571  22.4413  -0.0027  -0.0051  0.0686
Si  3.4085  7.8157  13.983  0.0283  -0.0124  0.0146
Si  7.048  0.88  14.6518  -0.0018  -0.0045  0.0013
Si  0.9377  9.3417  22.5219  -0.0042  0.0051  0.0718
Si  1.1132  4.0961  11.9184  -0.0021  -0.079  -0.0341
Si  6.1536  8.8765  15.2888  0.0097  0.0058  0.0216
Si  0.6662  1.1604  12.2871  -0.0287  0.0251  -0.0315
Si  8.6134  4.9265  20.4897  -0.005  0.0062  0.0989
As  0.5103  5.8771  9.645  -0.0851  -0.1059  -0.0964
Si  5.0471  3.0671  17.9217  -0.0033  -0.0036  0.0656
Si  0.8494  3.6613  16.7441  -0.0045  -0.0052  0.0429
Si  10.353  2.7848  19.2193  -0.0039  -0.0024  0.0827
Si  5.2693  1.1912  10.361  0.0139  0.0008  -0.1062
Si  0.8348  0.1183  19.8286  0.0028  -0.0039  0.0934
Si  6.5688  9.4335  10.8761  0.0458  -0.003  -0.1248
Si  9.2952  9.6  18.3013  0.0003  0.0009  0.0712
Si  9.306  9.1754  12.5769  -0.0662  0.0072  -0.0564
Si  6.5631  3.8402  22.5775  0.0052  0.0013  0.0764
Si  2.3726  8.2521  9.0593  0.408  0.3041  0.2066
Si  10.5299  7.2834  17.0491  -0.0148  0.0052  0.0499
Si  2.4523  6.2025  16.5543  0.0001  0.0024  0.0477
Si  10.1392  4.3931  14.2115  -0.0294  -0.009  0.0169
Si  6.0786  9.1124  18.4888  -0.0012  0.0034  0.0719
Si  7.9472  2.6274  9.6567  0.0045  -0.0079  -0.1043
Si  8.8722  2.0507  12.4814  -0.0306  0.0211  -0.0675
Si  5.266  6.1842  18.0524  0.0068  -0.0017  0.0656
Si  3.8829  0.505  19.4466  -0.0015  0.0051  0.0827
Si  4.1753  3.8243  12.0171  0.0389  -0.0138  -0.054
Si  5.4976  6.5319  12.0892  0.0261  0.0034  -0.0657
Si  7.9443  2.4356  17.2268  -0.0022  0.0037  0.0509
Si  4.3064  2.4383  14.9198  0.0012  0.0058  0.013
Si  1.5089  1.0888  15.2718  0.0109  0.0069  0.0205
Si  1.444  9.2134  11.9078  -0.0751  0.0577  0.035
Si  7.9763  6.7463  13.8462  -0.003  0.0018  -0.025
Si  10.3606  9.7529  15.4794  -0.0142  -0.0041  0.0362
Si  9.8  6.9913  22.5394  0.003  0.0007  0.0748
Si  8.0436  5.4218  17.3938  -0.0038  0.0022  0.0539
O  5.9679  7.9235  11.2643  -0.0245  -0.0088  0.0456
O  5.9234  9.1076  16.8745  -0.0021  -0.0018  -0.0296
O  7.6907  1.2269  13.2008  0.0158  0.0108  0.0095
O  0.8152  1.4966  13.8698  0.0061  -0.0011  -0.0314
O  9.3394  6.2061  16.8405  -0.0002  0.002  -0.0215
O  6.7335  6.0897  13.0437  -0.0005  0.0035  0.0266
O  5.0537  4.6008  18.5991  -0.0026  0.0013  -0.036
O  9.173  2.0978  18.2749  -0.0008  0.0005  -0.0345
O  2.3239  0.04  19.0815  0.0023  0.0006  -0.0366
O  9.3798  10.1629  16.7476  0.0071  0.0004  -0.0337
O  2.6891  4.4375  11.6452  -0.0593  0.0155  0.0262
O  5.0227  10.2658  19.0959  0.0042  -0.0048  -0.0403
O  9.4238  3.0939  13.5719  0.0101  0.0056  0.0114
O  0.3904  1.697  19.9641  -0.0043  0.0062  -0.0451
O  3.1148  1.3061  15.0586  -0.016  -0.0027  -0.004
O  8.1385  5.3489  19.0115  -0.0015  0.0016  -0.0474
O  3.8269  6.5429  17.3678  -0.011  0.0009  -0.0306
O  4.5688  3.2113  16.3505  -0.0034  -0.0006  -0.0215
O  9.0094  5.5645  14.2708  0.0097  -0.0099  -0.0004
O  5.4452  2.7504  22.1399  0.0002  0.0002  -0.0455
O  10.6189  4.1122  15.7277  -0.0007  0.0036  -0.0194
O  0.3214  3.7846  18.2857  0.0076  0.0016  -0.0423
O  10.3802  10.4295  19.2169  -0.0099  -0.0029  -0.0422
O  9.6306  9.9671  14.0155  0.0043  -0.0006  -0.0008
O  10.9109  8.0965  22.1153  -0.0013  -0.0018  -0.0475
O  1.125  2.0738  16.5071  -0.0049  0.0045  -0.0229
O  9.6974  3.7065  20.4083  0.0036  -0.0027  -0.0488
O  8.0704  3.9619  16.6834  0.0007  -0.0005  -0.0177
O  -0.1802  8.9848  11.8325  0.0606  0.0003  0.0268
O  6.5317  2.371  18.0454  0.004  0.0001  -0.0309
O  5.5187  10.7067  11.1863  -0.0065  -0.0049  0.0417
O  7.6972  9.513  18.8054  -0.0029  0.0006  -0.0371
O  10.0024  0.9533  11.986  0.0252  -0.0042  0.036
O  1.323  7.5449  7.9984  0.485  -0.1647  0.4861
O  0.6228  4.5964  13.4019  0.0075  0.0035  -0.0385
O  5.6395  7.5568  18.9771  -0.0021  0.0015  -0.042
O  5.1539  5.0374  11.4412  -0.0062  0.0035  0.0391
O  2.6364  6.8907  15.0872  0.0015  0.0073  -0.0185
O  1.097  2.5105  11.5229  -0.0023  0.0539  0.0497
O  0.8697  10.5488  15.6079  0.0015  -0.0013  -0.013
O  2.0806  8.3548  10.6684  -0.0092  -0.042  -0.2093
O  4.628  2.4123  11.2624  -0.0069  -0.0052  0.0331
O  4.13  3.4883  13.6493  -0.0071  0.0067  0.0053
O  2.1779  4.5838  16.4845  -0.0036  0.0014  -0.0196
O  10.6455  8.1575  15.6681  0.0028  0.0083  -0.0148
O  6.8304  10.2134  14.6721  -0.0001  0.0023  -0.0003
O  2.2474  8.7386  13.2611  -0.0164  0.0082  -0.0392
O  7.9177  1.4373  15.9312  -0.0007  -0.0029  -0.0165
O  4.1  6.8832  12.847  -0.0149  0.0064  0.0174
O  4.1121  1.9537  18.6933  -0.0007  0.0053  -0.0347
O  7.2777  4.4236  21.2636  -0.0032  -0.0039  -0.0394
O  8.3786  2.9129  11.1875  0.0175  -0.0169  0.0606
O  1.1098  6.7549  17.3324  0.0062  -0.0027  -0.0261
O  5.6058  1.5618  14.6222  -0.0032  -0.0058  0.001
O  8.0466  9.7009  11.6044  -0.0004  0.0054  0.0474
O  9.2082  6.2534  21.2305  0.0027  0.001  -0.0439
O  8.8808  7.6528  12.8781  0.0044  -0.0008  0.0197
O  1.5936  -0.0885  11.7975  0.0113  -0.0266  0.0172
O  6.5752  6.075  17.0591  0.0006  0.0021  -0.0209
O  7.2562  7.688  14.9931  -0.0039  0.0012  -0.0056
O  1.1824  10.2769  21.2303  -0.0039  -0.0056  -0.0429
O  9.9922  8.1229  18.3353  0.0027  -0.0035  -0.0344
O  3.9377  0.8266  21.0667  0.0042  0.006  -0.0401
O  -0.0136  4.8138  10.9655  0.0985  -0.0437  0.1118
O  6.7052  1.5872  9.682  -0.0058  0.0012  0.0628
O  4.6557  8.6539  14.6484  -0.0173  -0.0034  -0.0086

Results
free energy: -139955.285 eV
free energy less fixed offsets of As -4856.12, O -568.88, Si -635.61 eV per atom: 0.555 eV

The program warned: the cutoff lies below the one the program advises for these potential files; the exchange-correlation potential is rough where the density is thin.
